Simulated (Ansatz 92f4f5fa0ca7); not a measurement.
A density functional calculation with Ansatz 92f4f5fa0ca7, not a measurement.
Periodic cell of 462 atoms, Si286O176, from a study of silicon, its oxide and their interface. The atomic structure is a simulated model.
This geometry differs little from another in the collection (a relaxation step or a small displacement).

Settings: functional r2SCAN; potential files Ansatz PAW; basis plane waves; wave-function cutoff 800 eV; density cutoff ratio 5; exchange-correlation grid ratio 1; k mesh 1 x 1 x 1, Gamma-centred; self-consistency stop 1e-10 eV per atom in the density residual; occupations fixed; spin none; net charge 0.

Cell vectors (angstrom)
a	16.332	0	0
b	0	16.332	0
c	0	0	29.7535

Atoms and the computed forces on them: element, x, y, z (angstrom), force x, y, z (eV/angstrom)
Si	1.316	1.122	1.285	0.003	0.005	0.006
Si	2.649	1.994	-0.431	-0.012	0.015	-0.105
Si	-0.687	5.949	0.117	0.012	0.009	-0.064
Si	3.447	10.197	-4.263	-0.016	0.025	-0.192
Si	1.309	12.149	1.081	-0.003	-0.001	0.007
Si	0.27	11.389	-0.946	0	0.005	-0.105
Si	5.215	0.123	-0.186	0.005	-0.011	-0.073
Si	9.795	4.288	1.396	0.004	0	-0.045
Si	5.044	5.45	-0.078	-0.003	0.001	-0.026
Si	7.241	8.134	0.145	0.005	0.003	-0.021
Si	5.887	10.1	0.055	-0.013	0.003	-0.067
Si	8.475	13.185	0.237	-0.021	0.031	-0.05
Si	9.501	-1.517	1.513	0	0.002	0.005
Si	13.505	2.894	-0.12	0.006	-0.013	-0.101
Si	11.691	5.33	-0.648	-0.024	-0.007	-0.094
Si	13.437	6.857	-0.177	0.004	0.014	-0.042
Si	10.38	11.796	-0.096	0.014	-0.01	-0.064
Si	14.837	14.873	1.215	0	-0.001	0.005
Si	0.19	-0.412	-0.013	-0.005	0.01	-0.082
Si	3.961	4.105	1.381	-0.015	-0.002	-0.02
Si	1.178	6.787	1.372	0.002	-0.006	0.003
Si	2.881	7.723	0.052	-0.012	0.015	-0.071
Si	2.545	13.812	-0.081	0.016	-0.012	-0.084
Si	4.124	14.918	1.233	-0.002	0.001	0.002
Si	6.812	1.352	1.065	0.003	0.004	0.006
Si	8.182	2.436	-0.579	0.01	0.001	-0.098
Si	6.435	6.503	1.491	-0.003	0	0.016
Si	9.56	9.43	1.465	-0.007	-0.008	-0.042
Si	6.788	11.977	1.275	0	0	0.002
Si	11.069	15.475	-0.121	-0.017	0.011	-0.073
Si	12.399	1.452	1.348	-0.008	-0.005	-0.014
Si	14.993	4.063	1.276	-0.001	0	0.006
Si	12.834	7.353	1.949	0.002	0.003	0.003
Si	14.378	9.127	1.885	-0.003	0.001	0.003
Si	12.047	12.371	1.502	0.002	-0.003	0.009
Si	12.979	13.975	0.076	0.01	-0.021	-0.048
Si	0.037	2.659	2.59	0.002	-0.003	-0.003
Si	2.766	-0.101	2.661	-0.001	-0.001	-0.001
Si	-0.011	8.195	2.819	0	-0.001	-0.001
Si	2.583	5.437	2.768	-0.004	0.001	0.004
Si	-0.067	13.493	2.542	0.003	-0.005	-0.003
Si	2.68	10.836	2.539	-0.003	0.004	-0.004
Si	5.469	2.696	2.558	0.004	-0.006	0
Si	8.14	0.052	2.576	-0.002	0	-0.002
Si	5.298	8.031	2.846	0	-0.001	-0.003
Si	8.156	5.42	2.668	-0.005	0.004	0
Si	5.471	13.51	2.555	-0.001	0.001	-0.002
Si	8.168	10.809	2.784	-0.004	0.003	0.002
Si	11.026	2.801	2.743	-0.003	-0.005	0.003
Si	13.647	-0.024	2.694	0.002	-0.003	0.001
Si	10.946	8.246	2.894	0.005	-0.003	0
Si	13.748	5.4	2.855	0.003	-0.003	0.002
Si	10.838	13.638	2.991	-0.001	-0.001	-0.001
Si	13.409	10.978	2.876	-0.001	-0.002	-0.001
Si	1.31	4.004	4.08	0	0.001	-0.001
Si	4.12	1.321	3.974	-0.001	0.002	0
Si	1.363	9.587	4.073	0.003	0.003	0.001
Si	3.931	6.757	4.202	0.003	-0.002	-0.001
Si	1.335	14.875	3.954	-0.001	0	-0.001
Si	4.046	12.221	3.935	-0.001	-0.003	0.001
Si	6.802	4.033	4.012	0.001	0	-0.001
Si	9.541	1.404	3.979	-0.001	0	0
Si	6.775	9.433	4.091	-0.001	-0.002	-0.001
Si	9.511	6.794	4.066	0	-0.001	0
Si	6.811	14.945	3.941	0.001	0.001	-0.001
Si	9.474	12.192	4.212	0.002	0	-0.001
Si	12.317	4.108	4.177	0.001	0.001	0
Si	15.014	1.354	4.03	-0.001	0	-0.001
Si	12.186	9.604	4.306	0.002	-0.002	-0.001
Si	15.072	6.764	4.217	-0.003	0.001	0
Si	12.281	15.023	4.167	0.001	0.002	-0.001
Si	14.947	12.269	4.078	0	0.002	0
Si	0.039	-0.043	5.365	0.001	0.001	0.001
Si	2.737	2.661	5.37	0	-0.001	0.001
Si	0.044	5.388	5.541	-0.002	-0.001	-0.001
Si	2.646	8.207	5.507	0.001	0	0
Si	-0.014	10.914	5.447	0	0	0
Si	2.712	13.572	5.365	0.001	0	0
Si	5.463	-0.037	5.347	0	0	0
Si	8.175	2.708	5.403	0	-0.001	0.001
Si	5.419	5.365	5.411	-0.002	-0.001	0
Si	8.169	8.131	5.457	0.001	0	0.001
Si	5.402	10.881	5.357	0	-0.001	0
Si	8.113	13.631	5.43	-0.001	0	0
Si	10.869	0.065	5.432	0	0	0
Si	13.679	2.71	5.463	0	0	0.001
Si	10.882	5.457	5.462	0	-0.002	0
Si	13.626	8.158	5.508	0.001	0	0
Si	10.832	10.898	5.624	0	0	0.001
Si	13.643	13.636	5.492	0	0.001	0
Si	1.379	1.325	6.762	0	0	0.001
Si	4.061	4.007	6.775	0.002	0	0.001
Si	1.344	6.812	6.871	-0.001	0	0.001
Si	4.07	9.573	6.788	0	0.001	0.001
Si	1.364	12.266	6.8	0.001	0	0
Si	4.088	14.969	6.727	0	-0.001	0
Si	6.814	1.326	6.748	0	0	0
Si	9.527	4.073	6.801	0.001	0	0
Si	6.795	6.75	6.752	0.001	-0.001	0
Si	9.507	9.469	6.882	0	-0.001	0
Si	6.75	12.247	6.761	-0.001	0	0.001
Si	9.508	14.99	6.771	0	0.001	0.001
Si	12.27	1.383	6.798	0.001	-0.001	0
Si	14.978	4.074	6.882	-0.001	-0.001	0
Si	12.231	6.804	6.852	0.001	-0.001	0.001
Si	14.99	9.53	6.835	0	0	0.001
Si	12.277	12.256	6.861	0.001	0.001	0.001
Si	15.023	15.004	6.811	0	0	0.001
Si	0.037	2.708	8.176	0.001	-0.001	0
Si	2.767	0.009	8.134	0.001	0	0
Si	-0.024	8.172	8.227	0	-0.001	0
Si	2.749	5.432	8.132	0.001	-0.002	0
Si	0.035	13.644	8.185	-0.001	-0.001	0.001
Si	2.73	10.931	8.185	0.001	0.001	0.001
Si	5.438	2.663	8.138	-0.002	0.001	0
Si	8.141	-0.013	8.162	-0.001	-0.002	0.001
Si	5.452	8.159	8.063	-0.001	-0.001	0.001
Si	8.174	5.454	8.157	0	0	0.001
Si	5.429	13.626	8.138	0	0	0.001
Si	8.153	10.894	8.119	0.001	0.001	0
Si	10.917	2.726	8.165	-0.001	0	0
Si	13.654	0.039	8.155	0	0	0.001
Si	10.886	8.131	8.259	0.001	0	0
Si	13.571	5.435	8.23	0	0	0
Si	10.9	13.648	8.129	0	-0.001	0
Si	13.636	10.87	8.221	-0.001	0	0.001
Si	1.406	4.091	9.518	-0.001	-0.002	0.001
Si	4.131	1.306	9.58	0.003	0	0.001
Si	1.37	9.553	9.534	0	0.001	0
Si	4.084	6.841	9.433	-0.001	0.001	0.001
Si	1.426	15.012	9.519	0.001	0.001	0.001
Si	4.095	12.314	9.548	-0.001	-0.001	0
Si	6.745	4.126	9.443	0	0.001	-0.001
Si	9.549	1.338	9.477	0.001	0	0
Si	6.863	9.451	9.414	0.002	-0.001	0.001
Si	9.535	6.752	9.623	-0.001	-0.001	0
Si	6.786	14.956	9.56	0	0.001	0.001
Si	9.534	12.271	9.457	0	0.001	0.002
Si	12.22	4.063	9.61	0.001	0	0
Si	14.969	1.42	9.567	0	0.001	-0.001
Si	12.278	9.486	9.603	0	0.001	0
Si	14.923	6.819	9.584	0	-0.001	0
Si	12.302	14.97	9.461	0	0	0.001
Si	14.99	12.277	9.545	0.001	0	0.002
Si	0.093	0.1	10.836	0.001	0.001	0.001
Si	2.856	2.822	10.879	0.001	0	0
Si	-0.022	5.425	10.862	0.001	-0.001	0
Si	2.718	8.14	10.835	0	-0.002	-0.001
Si	0.027	10.929	10.897	-0.001	0.001	0
Si	2.731	13.681	10.965	0.001	-0.004	0.001
Si	5.381	-0.14	11.039	0.007	0.003	-0.002
Si	8.106	2.734	10.706	-0.001	-0.004	0
Si	5.466	5.591	10.817	0	0.001	-0.001
Si	8.193	8.193	10.925	-0.002	0.001	-0.002
Si	5.551	10.844	10.68	0.004	-0.005	0.003
Si	8.228	13.617	10.877	0.001	-0.004	0.001
Si	10.959	-0.04	10.81	0.001	0	0
Si	13.593	2.752	11.015	-0.001	-0.002	0
Si	10.836	5.337	11.033	0	-0.002	-0.002
Si	13.586	8.11	11.056	0	-0.001	0.001
Si	10.913	10.952	10.828	-0.002	0.001	-0.001
Si	13.627	13.654	10.898	0.001	0	-0.001
Si	1.436	1.536	12.178	0.002	-0.003	0.002
Si	4.122	4.328	12.235	0.003	-0.003	0.005
Si	1.29	6.805	12.2	-0.001	0.001	-0.001
Si	4.181	9.542	12.017	0	0	-0.001
Si	1.379	12.307	12.27	0.001	-0.001	0.001
Si	3.902	14.976	12.57	-0.008	-0.001	0.008
Si	6.929	1.259	12.07	0.003	-0.002	-0.013
Si	9.307	3.988	12.285	0	0.004	0.002
Si	6.789	6.892	12.305	0.001	-0.001	0.001
Si	9.62	9.586	12.199	0.007	-0.002	-0.001
Si	6.985	12.058	12.093	-0.002	0.009	-0.009
Si	9.706	14.892	12.229	-0.004	0.001	0.001
Si	12.172	1.32	12.281	0.005	-0.001	-0.001
Si	15.014	4.14	12.36	-0.001	0.004	0
Si	12.254	6.601	12.45	0.001	0.002	0.003
Si	15.005	9.602	12.272	0	-0.001	0.001
Si	12.227	12.272	12.262	0.002	-0.002	0
Si	15.058	15.078	12.142	-0.003	0.003	0.001
Si	1.598	4.102	15.091	0	-0.001	-0.084
Si	2.664	0.284	13.689	-0.007	-0.013	-0.016
Si	0.087	8.276	13.585	0.001	-0.001	0.004
Si	2.711	5.621	13.633	-0.003	-0.006	0.002
Si	-1.707	12.847	14.795	-0.004	0.005	-0.003
Si	2.993	11.006	13.368	-0.001	-0.003	0
Si	5.79	3.613	13.726	0.011	0.006	-0.051
Si	8.609	0.274	13.307	0.012	0.005	-0.036
Si	6.462	10.129	14.871	-0.009	0.005	-0.062
Si	9.141	6.856	15.738	-0.005	0.003	-0.128
Si	4.282	14.12	14.886	-0.022	-0.017	-0.034
Si	8.32	10.916	13.655	-0.003	-0.01	0.005
Si	10.191	2.094	13.371	-0.006	0	-0.001
Si	15.306	1.264	14.833	0.008	-0.012	-0.054
Si	12.536	9.38	14.822	0.015	-0.007	-0.057
Si	14.855	7.262	15.08	-0.01	0.006	-0.069
Si	10.971	13.614	13.78	0.008	0.007	0.002
Si	16.401	13.788	13.581	0.009	-0.003	0.003
Si	0.181	2.84	13.615	0.001	-0.002	0.004
Si	4.022	2.332	15.719	-0.024	0.01	-0.129
Si	1.965	9.312	14.568	0.007	-0.011	-0.045
Si	3.267	7.473	16.99	-0.02	0.013	-0.155
Si	1.09	15.426	15.008	0.004	0.005	-0.015
Si	4.964	11.982	14.315	0.003	0.007	-0.012
Si	7.679	5.145	13.616	-0.011	-0.014	-0.041
Si	10.639	2.315	15.597	0.016	-0.007	-0.118
Si	5.459	8.369	13.618	0.008	0.003	0.002
Si	10.172	4.884	17.436	0.014	0.013	-0.147
Si	6.95	15.501	15.832	0	-0.029	-0.108
Si	9.443	12.386	15.179	0	0.005	0.006
Si	13.379	3.056	16.121	0.028	-0.004	-0.14
Si	13.699	0.052	13.563	0.002	0	-0.003
Si	10.564	10.957	16.694	0.014	0.017	-0.071
Si	13.807	5.421	13.946	0.01	0.021	-0.032
Si	12.927	14.552	14.811	0.003	-0.017	-0.059
Si	13.683	11.025	13.612	-0.001	-0.003	0.001
Si	21.482	6.715	21.328	-0.032	0.007	-0.185
Si	12.77	-16.545	22.677	0.016	-0.018	-0.196
Si	-3.385	7.542	25.673	-0.028	0.001	-0.189
Si	4.053	9.337	31.08	0	0.001	0.004
Si	15.526	28.189	24.005	0.022	0.013	-0.208
Si	-12.763	30.802	19.333	-0.011	-0.003	-0.224
Si	8.614	12.742	23.224	0.008	0.015	-0.2
Si	20.852	21.457	18.763	-0.016	0.024	-0.171
Si	11.619	1.253	25.018	0.026	-0.015	-0.22
Si	6.196	20.846	27.741	-0.003	-0.032	-0.144
Si	10.964	24.556	13.521	0.018	0.009	-0.023
Si	26.81	3.532	23.215	-0.02	0.01	-0.172
Si	3.59	-8.812	14.719	0.001	0.002	-0.001
Si	22.431	9.862	26.699	-0.003	0.038	-0.174
Si	14.075	2.338	26.587	-0.027	0.012	-0.165
Si	17.742	25.397	27.302	0.009	0.005	-0.156
Si	3.038	13.076	26.681	0.028	0.005	-0.183
Si	-0.208	0.145	26.754	0	0.002	-0.151
Si	1.791	10.461	22.952	-0.005	-0.022	-0.21
Si	-3.753	11.833	27.935	0.029	-0.032	-0.169
Si	5.716	12.444	18.548	0.002	0.009	-0.187
Si	2.895	16.986	21.149	-0.022	0.002	-0.191
Si	15.323	14.849	19.036	-0.017	-0.024	-0.197
Si	13.039	-5.769	25.113	-0.028	-0.004	-0.2
Si	32.356	20.668	25.289	-0.018	0.01	-0.201
Si	19.823	10.079	18.659	-0.017	0.009	-0.185
Si	33.026	17.386	19.749	0.004	-0.02	-0.138
Si	-1.351	12.444	17.074	0.003	-0.019	-0.13
Si	16.789	6.198	17.176	-0.012	0.015	-0.182
Si	32.08	6.758	26.862	-0.017	-0.009	-0.168
Si	12.023	12.059	18.178	0.005	0.001	-0.169
Si	17.233	-10.57	20.207	0.02	-0.009	-0.203
Si	8.594	-1.164	19.332	-0.012	-0.015	-0.199
Si	22.563	21.031	23.441	0.016	0.018	-0.203
Si	14.09	-6.732	29.404	0.008	0.024	-0.073
Si	-3.845	15.032	17.944	0.005	-0.016	-0.169
Si	7.979	9.214	17.366	0.013	0.028	-0.194
Si	-8.484	13.561	16.722	0.027	-0.018	-0.121
Si	10.286	0.912	18.053	0.013	0.001	-0.14
Si	-4.085	44.527	21.137	-0.003	0.016	-0.217
Si	-9.861	-4.743	21.261	-0.003	-0.019	-0.197
Si	10.46	-1.902	21.691	-0.005	-0.007	-0.188
Si	18.98	24.608	21.112	0.031	-0.01	-0.189
Si	19.802	12.555	21.757	0.015	0.008	-0.219
Si	18.723	30.448	16.439	0.009	0.005	-0.138
Si	12.285	22.403	22.883	0	-0.026	-0.176
Si	25.116	-10.739	24.387	-0.023	-0.03	-0.189
Si	18.16	2.207	26.311	0.012	0.019	-0.168
Si	39.474	12.617	25.54	0.026	0.01	-0.198
Si	23.709	20.378	18.5	0.008	0.005	-0.172
Si	7.541	7.402	27.725	0.026	0.002	-0.121
Si	27.073	26.724	23.218	-0.011	0.007	-0.182
Si	17.639	11.171	17.016	-0.02	-0.001	-0.141
Si	21.085	2.904	25.236	0.017	-0.031	-0.226
Si	7.453	8.716	20.481	-0.026	0.028	-0.196
Si	-2.306	2.256	21.023	-0.008	0.004	-0.187
Si	9.807	7.624	22.265	-0.032	0.036	-0.169
Si	-6.019	23.083	26.897	-0.004	0.01	-0.185
Si	22.416	1.435	17.811	-0.019	-0.023	-0.175
Si	12.023	3.344	18.846	-0.016	0.017	-0.191
Si	8.082	19.448	21.413	-0.025	-0.026	-0.208
Si	30.965	13.663	21.784	-0.007	0.027	-0.211
Si	4.924	16.772	23.316	-0.018	-0.009	-0.229
Si	18.8	3.145	19.663	0.007	0.018	-0.132
Si	6.704	16.916	20.655	0.015	-0.019	-0.203
Si	15.06	4.935	22.312	0.013	-0.014	-0.223
Si	4.54	30.247	24.295	-0.012	0.022	-0.212
Si	39.805	14.872	27.599	-0.013	-0.029	-0.169
Si	16.308	13.389	26.588	-0.007	-0.021	-0.178
Si	9.546	16.579	27.235	0.019	0.016	-0.178
O	-8.127	15.783	-2.973	-0.003	-0.002	0.065
O	-9.08	-0.882	-9.552	-0.024	0.023	0.08
O	3.251	-3.007	-1.488	-0.018	0.02	0.132
O	14.098	2.352	-1.547	-0.011	0.015	0.145
O	-9.329	-7.808	-3.083	0.01	-0.03	0.082
O	21.871	42.88	-1.568	0	-0.002	0.134
O	7.055	19.932	-7.184	-0.039	0.04	0.111
O	4.651	18.046	-12.674	0.037	-0.012	0.089
O	-4.642	4.568	-6.771	-0.004	0	0.055
O	10.1	8.914	-6.561	0.014	0.014	0.068
O	11.036	2.145	-5.96	0.02	-0.037	0.098
O	3.5	11.578	-3.434	-0.005	0.019	0.07
O	9.261	-12.978	0.18	0.012	0.012	0.049
O	12.268	-12.505	-0.628	0.012	-0.002	0.039
O	-4.487	-5.741	-7.711	-0.033	-0.04	0.113
O	6.267	2.114	-16.44	-0.007	0.012	0.028
O	6.987	5.902	-2.46	-0.022	0.004	0.068
O	10.078	10.21	0.123	-0.006	-0.004	0.036
O	6.791	26.208	-13.285	0.033	-0.023	0.101
O	24.519	-3.427	-4.993	-0.049	-0.002	0.129
O	3.06	26.792	-5.801	0.047	-0.01	0.145
O	7.675	3.923	-9.678	0.025	-0.022	0.149
O	11.273	6.962	-7.807	0.017	-0.014	0.066
O	10.832	5.467	-2.023	0.04	-0.02	0.094
O	18.301	2.432	-1.845	0.021	-0.014	0.132
O	6.291	7.61	-9.129	-0.009	-0.018	0.066
O	10.968	-20.668	-1.63	-0.026	0.008	0.075
O	12.933	10.657	-0.754	0.005	-0.026	0.056
O	15.614	13.038	-6.853	0.026	-0.054	0.124
O	9.744	14.619	-9.474	0.049	-0.019	0.13
O	2.162	8.296	-1.273	0.029	-0.029	0.091
O	23.604	3.443	-1.459	0.012	-0.02	0.058
O	15.242	17.977	-9.61	-0.039	0.025	0.072
O	15.485	14.256	-9.219	-0.019	-0.036	0.144
O	16.727	10.803	-6.058	-0.034	0.014	0.077
O	22.294	15.776	-1.49	-0.029	0.032	0.082
O	1.695	9.041	22.171	-0.025	0.054	0.107
O	-0.753	13.738	17.879	0.008	0.062	0.111
O	6.931	-5.178	26.196	-0.012	-0.052	0.076
O	23.543	5.301	24.586	0.021	0.015	0.087
O	11.345	15.736	22.004	0.028	0.023	0.073
O	7.933	14.04	28.71	0.034	-0.042	0.096
O	-4.836	16.229	18.229	-0.012	0.013	0.054
O	7.935	1.548	21.069	0.013	0.031	0.072
O	0.783	21.235	16.251	-0.019	0.036	0.087
O	2.616	19.447	15.916	0.022	-0.015	0.055
O	3.565	13.509	23.062	0.027	0.032	0.138
O	-12.613	17.515	14.612	0.016	0.021	0.047
O	15.444	6.845	16.548	0.033	-0.02	0.083
O	10.794	2.289	18.705	0.015	0.016	0.065
O	13.133	19.744	17.665	-0.031	0.005	0.119
O	13.767	-3.93	21.224	0.021	0.012	0.076
O	9.915	17.5	16.495	-0.006	-0.022	0.102
O	8.955	6.479	23.034	-0.01	-0.042	0.1
O	11.631	9.883	16.078	-0.032	0.032	0.067
O	9.776	7.696	14.532	-0.026	-0.021	0.057
O	6.019	4.869	18.25	-0.003	-0.001	0.057
O	8.513	14.09	18.124	0.021	0.05	0.142
O	16.218	0.097	15.537	0	-0.004	0.029
O	9.328	10.116	17.355	-0.031	-0.034	0.059
O	14.754	2.221	16.041	-0.025	0.021	0.059
O	11.377	-3.206	21.584	-0.011	0.014	0.067
O	13.399	1.089	21.944	-0.027	-0.043	0.092
O	4.88	-4.581	21.566	-0.029	0.009	0.08
O	9.56	11.456	23.047	0.001	-0.007	0.062
O	18.518	11.589	21.871	-0.021	-0.026	0.09
O	30.005	-7.982	15.4	0.002	-0.003	0.028
O	25.961	3.346	21.839	0.047	0.016	0.103
O	23.066	12.161	19.763	0.015	-0.021	0.134
O	5.862	17.505	19.391	0.015	-0.016	0.129
O	13.782	15.319	18.862	0.028	0.005	0.073
O	13.324	4.347	15.128	-0.015	-0.042	0.068
O	-0.594	4.672	23.741	0.035	-0.021	0.176
O	12.834	2.959	20.168	0.054	-0.026	0.118
O	30.998	3.443	21.869	0.018	0.057	0.088
O	3.095	13.397	20.428	-0.001	-0.052	0.136
O	1.383	14.895	29.244	-0.002	0.004	0.043
O	10.696	21.785	30.406	-0.015	-0.008	0.046
O	14.19	6.778	26.375	0.042	-0.01	0.079
O	16.075	12.752	28.069	0.006	-0.036	0.097
O	-2.617	24.538	28.628	-0.001	-0.018	0.062
O	6.743	16.491	17.09	-0.013	0.053	0.089
O	3.992	22.99	29.218	0.002	-0.004	0.031
O	3.57	20.138	18.661	-0.02	-0.016	0.066
O	9.552	22.7	25.539	0.038	0.038	0.138
O	4.988	-2.438	18.758	-0.014	0.008	0.074
O	27.541	4.754	18.686	0.018	-0.008	0.076
O	18.11	4.413	20.395	-0.013	0.012	0.06
O	-6.972	14.122	22.828	-0.034	-0.029	0.088
O	18.205	12.557	16.379	-0.009	-0.029	0.057
O	-10.473	-3.602	13.096	-0.012	-0.001	0.027
O	7.544	25.397	18.902	-0.019	-0.022	0.167
O	26.72	17.042	25.925	-0.06	-0.029	0.123
O	17.979	7.293	17.11	-0.011	-0.011	0.069
O	5.811	0.536	21.973	-0.05	-0.003	0.142
O	20.24	23.931	21.862	0.007	-0.001	0.071
O	8.242	-10.661	15.077	0.025	0.022	0.066
O	25.219	-8.201	21.01	0.06	-0.032	0.104
O	37.57	20.376	24.087	-0.033	-0.037	0.109
O	16.061	11.264	17.316	0.008	-0.004	0.054
O	2.097	10.843	18.374	0.041	-0.02	0.087
O	36.23	15.905	20.1	-0.01	0.044	0.096
O	14.068	27.475	23.997	-0.022	-0.02	0.084
O	5.462	-12.713	26.542	0.038	0.062	0.148
O	4.664	11.198	18.502	0.005	0.004	0.063
O	-4.587	13.653	18.33	0.001	0.004	0.059
O	14.686	3.728	25.998	-0.018	-0.027	0.072
O	-0.34	5.988	28.264	-0.01	-0.017	0.126
O	31.772	-6.051	28.866	-0.018	-0.005	0.043
O	25.802	20.471	24.307	-0.013	0.026	0.076
O	-8.111	-8.559	16.681	-0.013	0.02	0.065
O	21.564	15.327	23.955	0.002	-0.042	0.078
O	18.112	7.121	20.366	0.012	0.026	0.073
O	3.265	2.452	25.632	-0.045	-0.003	0.078
O	18.682	9.137	26.004	-0.038	-0.026	0.101
O	-0.498	31.254	26.428	0.003	0.016	0.054
O	-2.564	5.911	22.277	-0.032	0.017	0.07
O	3.763	-7.425	17.572	0.005	0.05	0.102
O	10.427	-12.575	16.297	-0.007	0.036	0.078
O	16.085	5.684	21.317	-0.067	-0.022	0.119
O	17.189	3.257	25.56	0.021	-0.027	0.066
O	2.933	-12.936	30.063	0.02	0.015	0.042
O	21.933	29.032	24.462	0.024	-0.015	0.087
O	11.619	7.653	26.598	-0.025	-0.013	0.076
O	14.964	17.401	26.114	0.015	-0.008	0.058
O	1.514	9.946	16.006	-0.008	0.034	0.085
O	6.987	26.379	21.295	-0.001	0.018	0.068
O	12.483	16.424	24.251	-0.03	0.043	0.133
O	19.732	16.818	22.688	0.045	-0.004	0.125
O	32.844	-10.558	25.841	-0.004	0.043	0.086
O	8.747	24.534	30.556	0.015	0.013	0.03
O	28.57	1.999	15.675	-0.001	0.01	0.051
O	35.294	14.555	18	0.036	0.012	0.171
O	11.51	10.631	24.607	0.057	0.003	0.108
O	16.056	16.651	28.361	0.006	-0.014	0.121
O	24.247	32.526	14.738	-0.028	-0.021	0.07
O	37.784	19.754	15.204	-0.015	-0.021	0.061
O	22.935	12.574	17.184	-0.045	-0.014	0.102
O	7.163	18.977	17.712	0.008	0.022	0.063
O	16.396	24.579	26.901	0.011	0.006	0.054
O	4.571	5.625	20.287	0.02	0.038	0.122
O	-17.064	12.472	25.483	0.02	0.045	0.135
O	22.835	-2.555	26.609	0.013	0.055	0.11
O	-3.049	-3.1	28.365	-0.006	0.036	0.077
O	3.267	18.506	20.687	0.012	-0.034	0.072
O	4.912	25.891	25.646	0.032	-0.009	0.075
O	17.597	16.881	21.022	0.027	-0.006	0.072
O	1.289	2.195	19.005	0.001	-0.006	0.058
O	13.464	9.03	25.349	0.006	-0.024	0.063
O	17.594	-5.712	27.766	-0.019	0.018	0.076
O	8.996	16.633	18.764	-0.02	-0.023	0.071
O	13.074	11.435	26.466	-0.016	0.04	0.147
O	17.86	-3.012	26.249	-0.005	-0.001	0.061
O	-10.855	-17.484	15.247	0.032	0.023	0.043
O	20.363	17.479	29.015	0.007	-0.011	0.041
O	3.322	-6.983	20.085	-0.024	-0.046	0.129
O	12.46	6.756	24.337	0.023	0.048	0.145
O	0.247	5.766	18.714	0.011	-0.017	0.157
O	3.918	6.272	17.825	0.034	-0.065	0.111
O	32.69	16.081	18.833	0.008	0.033	0.068
O	12.858	15.005	16.383	-0.012	0.015	0.138
O	13.562	28.257	17.653	-0.04	-0.001	0.077
O	9.171	23.837	27.733	-0.042	0.01	0.071
O	23.67	28.826	22.264	0.046	0.027	0.105
O	5.793	22.283	22.559	0.033	-0.054	0.115
O	13.761	14.848	22.47	-0.016	0.021	0.069
O	11.411	17.014	30.038	0.014	0.013	0.029
O	26.683	6.284	16.654	0.011	-0.026	0.065
O	21.627	17.882	24.452	-0.001	0.059	0.113
O	17.541	0.7	26.149	-0.014	-0.007	0.058
O	24.965	4.828	17.888	-0.044	-0.019	0.067
O	28.923	2.127	25.974	0.045	0.021	0.089
O	10.502	15.585	28.099	0.031	-0.031	0.096
O	11.922	44.042	19.633	0.017	0	0.19
O	9.02	1.473	28.163	-0.03	0.029	0.078
O	20.153	14.113	25.723	-0.038	-0.021	0.119

Results
free energy: -283313.656 eV
free energy less fixed offsets of O -570.45, Si -639.56 eV per atom: -0.296 eV

The program warned: the cutoff lies below the one the program advises for these potential files; the forces do not sum to zero within the program's tolerance; empty levels may hold ghost states of the PAW files; the exchange-correlation potential is rough where the density is thin.
